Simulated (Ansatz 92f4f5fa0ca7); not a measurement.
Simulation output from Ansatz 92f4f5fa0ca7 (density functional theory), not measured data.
Periodic cell of 214 atoms, Si126O80As8, from a study of silicon, its oxide and their interface. The atomic structure is a simulated model.
Doubt: the cutoff is far below the 930 eV that the study's wrapper takes by default for these files, so forces and energies are approximate.

Settings
functional: PBE
potential files: Ansatz PAW
basis: plane waves
wave-function cutoff: 580 eV
density cutoff ratio: 5
exchange-correlation grid ratio: 1
k mesh: 1 x 1 x 1, Gamma-centred
self-consistency stop: 5e-08 eV per atom in the density residual
occupations: fixed
spin: none
net charge: 0

Cell vectors (angstrom)
a	10.938	0	0
b	0	10.938	0
c	0	0	32.2054

Atoms: element, x, y, z (angstrom)
As	0.4628	-0.4652	24.6017
As	5.9054	-0.4416	24.6917
Si	2.2427	3.3073	24.7061
Si	7.763	3.2367	24.6526
Si	0.5256	5.1312	24.8526
Si	6.0197	5.0411	24.7823
As	2.3724	8.6808	24.6771
As	7.7905	8.7067	24.6459
Si	1.381	1.3787	25.9696
Si	6.8823	1.373	26.0108
Si	4.1321	4.1248	25.9903
Si	9.5896	4.1252	25.9876
Si	1.428	6.9222	26.1292
Si	6.8728	6.8883	26.0527
Si	4.1261	9.5976	26.1482
Si	9.6005	9.5936	26.0759
Si	2.7509	0.0733	27.4152
Si	8.2493	0.0489	27.417
Si	-0.0246	2.7013	27.3799
Si	5.453	2.7015	27.3881
Si	2.7943	5.4988	27.4257
Si	8.2395	5.5023	27.4048
Si	-0.0392	8.1883	27.444
Si	5.4462	8.1588	27.4357
Si	4.1018	1.3673	28.7872
Si	9.5708	1.3673	28.7872
Si	1.3673	4.1018	28.7872
Si	6.8362	4.1018	28.7872
Si	4.1018	6.8362	28.7872
Si	9.5708	6.8362	28.7872
Si	1.3673	9.5708	28.7872
Si	6.8362	9.5708	28.7872
Si	0	0	30.1544
Si	5.469	0	30.1544
Si	2.7345	2.7345	30.1544
Si	8.2035	2.7345	30.1544
Si	0	5.469	30.1544
Si	5.469	5.469	30.1544
Si	2.7345	8.2035	30.1544
Si	8.2035	8.2035	30.1544
Si	1.3673	1.3673	31.5217
Si	6.8362	1.3673	31.5217
Si	4.1018	4.1018	31.5217
Si	9.5708	4.1018	31.5217
Si	1.3673	6.8362	31.5217
Si	6.8362	6.8362	31.5217
Si	4.1018	9.5708	31.5217
Si	9.5708	9.5708	31.5217
Si	2.7345	0	0.6835
Si	8.2035	0	0.6835
Si	0	2.7345	0.6835
Si	5.469	2.7345	0.6835
Si	2.7345	5.469	0.6835
Si	8.2035	5.469	0.6835
Si	0	8.2035	0.6835
Si	5.469	8.2035	0.6835
Si	4.1018	1.3673	2.0507
Si	9.5708	1.3673	2.0507
Si	1.3673	4.1018	2.0507
Si	6.8362	4.1018	2.0507
Si	4.1018	6.8362	2.0507
Si	9.5708	6.8362	2.0507
Si	1.3673	9.5708	2.0507
Si	6.8362	9.5708	2.0507
Si	0	0	3.418
Si	5.469	0	3.418
Si	2.7345	2.7345	3.418
Si	8.2035	2.7345	3.418
Si	0	5.469	3.418
Si	5.469	5.469	3.418
Si	2.7345	8.2035	3.418
Si	8.2035	8.2035	3.418
Si	1.3079	1.3329	4.7837
Si	6.8015	1.3165	4.7637
Si	4.1279	4.1357	4.759
Si	9.6403	4.1086	4.8055
Si	1.2858	6.8226	4.7854
Si	6.8152	6.7854	4.7938
Si	4.1347	9.5929	4.7642
Si	9.597	9.5918	4.8088
Si	2.699	-0.0378	6.0788
Si	8.146	-0.0391	6.1827
Si	-0.017	2.6704	6.2252
Si	5.4172	2.6783	6.076
Si	2.6775	5.4347	6.068
Si	8.2536	5.4583	6.1729
Si	-0.0232	8.2019	6.2252
Si	5.3735	8.136	6.1234
As	3.603	1.7572	7.4898
Si	9.0934	1.6897	7.5577
As	1.8175	3.6375	7.5478
Si	7.2772	3.5772	7.2905
As	3.579	7.1848	7.5235
Si	9.0018	7.3846	7.5302
As	1.8216	9.1207	7.5819
Si	7.1283	9.0852	7.4329
O	9.5403	0.9805	9.0301
O	6.6641	4.3922	8.594
O	6.6303	9.5558	8.9704
O	9.2893	7.1141	9.1708
O	5.6368	5.3858	23.1911
O	8.1962	2.9947	23.0353
O	3.1921	9.0847	21.2068
O	2.6014	3.1844	23.0799
Si	5.5224	9.7105	10.1665
Si	-5.0719	17.259	21.887
Si	4.8167	9.0022	21.1499
Si	10.4043	5.8431	12.6244
Si	4.274	4.7086	19.6477
Si	-4.0914	0.359	12.2177
Si	2.2561	0.3697	14.7535
Si	3.8444	-4.6737	15.4549
Si	11.0341	1.0163	12.9569
Si	13.5243	2.4451	12.7596
Si	8.45	11.6866	14.8199
Si	6.9724	7.2929	12.6565
Si	9.5462	12.7806	19.0885
Si	-1.7121	-3.0314	10.6054
Si	7.4221	-7.4719	15.2368
Si	2.3875	1.7792	17.3953
Si	-2.5446	5.9091	20.528
Si	-2.4356	-3.4816	17.7
Si	-1.2327	5.5811	15.6615
Si	7.879	4.3368	12.413
Si	2.5688	5.5015	12.7131
Si	6.3948	-3.1986	15.375
Si	-2.711	-0.5411	17.5221
Si	5.2911	-0.7972	18.5458
Si	7.9343	2.8709	21.4231
Si	-6.3525	-3.9729	11.0547
Si	-6.9885	-1.8184	16.1005
Si	1.3153	11.6644	19.8811
Si	0.1981	-6.8868	17.7057
Si	-9.2588	-4.8268	19.4722
Si	4.6612	-7.2344	16.8584
Si	2.9229	13.4762	21.6296
Si	9.4421	0.1857	10.4611
Si	4.6002	1.5821	10.8067
Si	11.2523	6.3861	21.8987
Si	12.5977	8.7326	20.7811
Si	5.3998	11.8229	21.0227
Si	5.9841	4.2325	10.0398
O	-7.0703	2.2776	16.9232
O	4.0358	-1.0254	17.5233
O	7.9468	-6.6076	20.6683
O	5.3684	7.3795	12.42
O	-9.3728	1.8113	21.0773
O	0.1059	5.7133	23.3442
O	1.0649	-0.0625	13.7189
O	5.4349	-1.8947	15.4443
O	9.4771	4.5681	12.153
O	3.1707	5.7116	18.9974
O	6.206	9.8944	11.6533
O	5.3393	5.6995	10.3408
O	0.988	5.3627	12.4882
O	11.8841	2.4195	12.8384
O	3.0633	-0.9952	15.0324
O	-2.8465	0.7027	11.2174
O	7.1485	7.5086	16.79
O	-5.8242	15.0197	18.3941
O	4.5685	-2.5714	10.183
O	2.9272	6.2289	14.1156
O	-1.2904	6.8116	16.731
O	12.4188	-5.3201	21.0362
O	12.5013	-3.1876	19.4594
O	-2.6851	-4.4371	19.0077
O	11.9716	10.1846	20.4708
O	-3.5647	-13.8839	14.0802
O	-7.2726	4.8611	16.2595
O	-2.0384	9.0053	18.1101
O	5.6226	10.3335	21.687
O	0.5431	-5.5367	18.5563
O	10.8361	4.512	16.1669
O	7.2948	0.2403	13.7724
O	3.4995	3.588	20.531
O	7.2768	-5.2033	12.9046
O	3.1389	1.5651	14.0369
O	3.0845	12.6427	11.3871
O	1.6893	0.9424	16.1794
O	-4.3887	12.9579	21.2161
O	4.0711	1.4021	21.7988
O	0.7784	7.9735	21.9573
O	-0.2481	0.5605	11.4389
O	-0.0104	1.0396	19.0379
O	-4.997	3.5643	15.8781
O	8.6973	-0.414	15.9483
O	-4.3182	-0.7178	17.6378
O	5.302	-2.0851	19.583
O	4.923	2.9853	10.0179
O	-1.8269	2.0443	20.6508
O	3.1129	-4.5209	11.4695
O	5.2714	5.5556	20.5894
O	8.5122	0.8361	18.3454
O	7.1898	3.8311	11.0505
O	9.7349	1.1645	13.9132
O	13.4354	0.8757	18.7595
O	-7.5681	-3.3444	16.3019
O	1.5041	3.1025	17.732
O	16.6106	12.4165	12.0461
O	7.488	3.3025	13.6045
O	5.1841	0.5889	19.4215
O	-0.7049	-3.7617	11.6753
O	8.2723	4.7871	15.6661
O	9.8156	3.282	18.3321
O	7.4184	6.6937	21.5714
O	9.5159	9.4882	10.2966
O	-3.1803	-3.1583	11.3146
O	9.8933	6.2118	21.0369
O	-5.4961	6.427	15.1285
O	3.1683	3.9718	12.7588
O	-13.8303	2.0456	15.7285
O	-0.8622	-4.758	14.1938
O	4.7093	0.1912	9.9177
O	5.1542	18.6951	22.127

Results
free energy: -164449.006 eV
free energy less fixed offsets of As -4856.12, O -568.88, Si -635.61 eV per atom: -2.786 eV

Forces (eV/angstrom), in the order of the atoms: element, x, y, z
As	-0.0322	0.0322	0.0353
As	-0.0071	0.0346	0.1081
Si	0.0358	0.0932	-0.006
Si	0.0574	0.0676	0.0362
Si	-0.0583	-0.0389	-0.0378
Si	-0.0405	-0.1357	-0.0788
As	0.0108	-0.0472	0.0907
As	0.0589	-0.0983	-0.0246
Si	0.0557	-0.0367	-0.0411
Si	0.0074	0.0471	-0.096
Si	-0.0184	-0.0098	0.0007
Si	-0.0299	0.0111	-0.0416
Si	-0.0349	0.0255	-0.0903
Si	-0.0325	0.1144	-0.0479
Si	-0.0398	0.0186	-0.1723
Si	-0.0126	0.0211	-0.0405
Si	-0.0417	-0.0136	0.0117
Si	-0.0384	-0.0221	-0.0498
Si	-0.0492	0.021	0.0303
Si	-0.0416	0.022	0.0139
Si	0.0377	-0.0685	0.0069
Si	0.0763	-0.0734	0.0435
Si	0.0541	-0.0004	-0.0038
Si	0.0599	0.0063	0.0278
Si	0.151	0.1985	0.3321
Si	0.218	0.1718	0.3622
Si	0.0095	-0.0283	-0.4681
Si	-0.0186	0.0435	-0.4321
Si	0.0881	-0.1063	0.6316
Si	-0.0595	-0.1134	0.4594
Si	-0.0088	0.2234	-0.3285
Si	0.0712	0.0731	-0.3997
Si	0.0212	0.035	0.0235
Si	-0.024	0.0249	-0.018
Si	0.0607	0.0091	0.019
Si	0.0453	0.0077	-0.0062
Si	-0.0124	0.0339	-0.0159
Si	-0.0048	0.0473	0.0125
Si	0.0544	-0.0042	-0.008
Si	0.0265	-0.0063	0.0245
Si	-0.0371	-0.0367	0.0014
Si	-0.0409	-0.0343	-0.0024
Si	0.0148	0.0391	-0.0051
Si	0.0077	0.0149	0.0023
Si	-0.0213	-0.0335	-0.0009
Si	-0.0374	-0.0663	-0.0029
Si	0.0196	0.0169	0.0027
Si	0.0195	0.017	0.0043
Si	0.0225	0.0405	-0.0051
Si	0.0153	0.0287	0.0031
Si	-0.0128	0.0007	0.0025
Si	-0.0141	-0.021	-0.0011
Si	0.0517	-0.0017	-0.007
Si	0.0257	0.0595	-0.0068
Si	-0.0119	-0.0053	0.0051
Si	0.0005	-0.0204	-0.0005
Si	-0.0033	-0.0687	0.0026
Si	0.0124	-0.0487	-0.012
Si	-0.0066	0.0658	-0.0318
Si	-0.0283	0.0202	-0.0207
Si	-0.0016	-0.0443	0.0027
Si	-0.046	-0.1	0.0013
Si	-0.0292	-0.0012	-0.0276
Si	-0.0653	0.0106	-0.0236
Si	-0.2403	-0.1544	-0.4104
Si	0.0391	-0.1187	-0.6595
Si	-0.1326	-0.0541	0.3239
Si	0.0462	0.0476	0.3781
Si	-0.0606	-0.1735	-0.5083
Si	0.1351	0.0467	-0.5309
Si	-0.1621	-0.0342	0.3322
Si	-0.0236	-0.0224	0.396
Si	0.0052	0.0544	0.0193
Si	0.1037	-0.0437	-0.0177
Si	-0.0007	-0.0666	-0.0075
Si	-0.0442	0.0273	-0.0002
Si	0.0036	0.0372	0.0474
Si	0.0468	-0.0253	-0.0165
Si	-0.0617	-0.0425	-0.0188
Si	-0.031	0.0691	0.0064
Si	0.0289	-0.054	0.1482
Si	-0.0143	-0.0069	0.0481
Si	0.0318	-0.0479	0.0671
Si	-0.0616	0.0547	0.1178
Si	-0.0068	-0.0359	0.1347
Si	-0.0048	0.0494	0.0343
Si	0.0245	-0.0454	0.0296
Si	0.0167	0.0129	0.1012
As	-0.0003	0.0519	-0.1051
Si	-0.0065	-0.0841	-0.0415
As	-0.0507	0.0646	0.0001
Si	0.0345	0.0772	0.0486
As	0.0339	-0.006	-0.0899
Si	-0.0803	-0.0444	0.0344
As	-0.058	0.0433	-0.0228
Si	0.0941	0.0587	-0.0347
O	-0.0075	0.0119	0.0408
O	0.0262	-0.052	-0.0812
O	-0.0362	-0.0271	0.0251
O	-0.0061	0.0255	-0.0092
O	0.0505	0.0305	0.0272
O	-0.0427	-0.006	-0.003
O	0.0109	0.0088	0.0275
O	-0.0245	-0.0228	0.0135
Si	0.0667	-0.014	-0.028
Si	0.0186	-0.0577	0.0551
Si	0.01	-0.0177	-0.0067
Si	-0.0033	0.0052	-0.0102
Si	-0.0009	0.0076	0.0159
Si	0.0107	-0.0071	-0.0031
Si	0.0023	0.0097	0.003
Si	0.0004	0.0018	-0.0063
Si	-0.0115	0.0008	-0.013
Si	-0.0012	0.0125	0.0164
Si	-0.009	-0.0008	-0.0111
Si	0.0155	-0.0014	-0.0056
Si	0.0052	0	0.0119
Si	-0.0045	-0.0021	-0.0701
Si	-0.0054	-0.0005	-0.0033
Si	-0.0041	0.0056	0.0038
Si	-0.005	-0.0024	0.0332
Si	-0.0126	-0.0065	0.012
Si	0.0028	-0.0026	0.0023
Si	-0.0001	0.0115	-0.0016
Si	0.0052	-0.0086	0.0222
Si	0.0124	0.0032	0.0062
Si	0.0045	0.005	-0.0036
Si	0.007	-0.0042	0.0011
Si	0.0081	0.0325	0.0652
Si	0.0114	-0.0027	0.0159
Si	0.0032	0.0075	0.011
Si	-0.0082	0.0033	-0.0084
Si	-0.0041	0.0031	0.0145
Si	0.0047	-0.0136	-0.0019
Si	0.0092	0.0073	0.0203
Si	-0.002	0.0438	0.0645
Si	-0.006	-0.0008	-0.0595
Si	-0.0005	-0.0056	0.0153
Si	-0.02	-0.0257	0.0617
Si	-0.0252	-0.0159	-0.0014
Si	0.0117	0.0385	-0.0186
Si	0.01	-0.0107	-0.012
O	-0.0046	-0.0033	0.008
O	-0.0015	-0.0017	0.0041
O	-0.0049	0.001	-0.0072
O	-0.0085	-0.0034	-0.0105
O	-0.0057	-0.0143	-0.0078
O	0.048	-0.0119	0.0448
O	0.0054	-0.0004	0.0054
O	0	-0.0022	-0.0006
O	0.0047	0.0033	-0.0002
O	-0.0003	0.0024	0.0032
O	-0.0094	0.0117	0.0002
O	-0.0233	0.0105	-0.0002
O	-0.0099	-0.0011	-0.0046
O	0.0064	-0.006	-0.0031
O	-0.0024	0.0019	-0.0046
O	-0.0202	-0.0039	0.0177
O	-0.004	0.0008	-0.0001
O	-0.0077	-0.0043	-0.0005
O	-0.0135	-0.0235	0.0053
O	0.0046	0.0042	0.0084
O	0.0064	0	-0.0026
O	0.0117	0.0105	-0.02
O	0.0046	0.0091	0.0199
O	0.0032	0.0152	-0.0142
O	0.0049	-0.0021	0.0149
O	-0.0075	-0.0001	0.0103
O	-0.0038	0.0025	0.0061
O	-0.0022	0.0084	0.0053
O	-0.0078	-0.0024	0.0275
O	-0.0036	-0.013	-0.0011
O	-0.0022	0.004	-0.0057
O	0.0091	0.0029	0.0122
O	0.0007	-0.0165	-0.0017
O	-0.0084	0.0081	0.0011
O	-0.0046	-0.011	0.0038
O	0.0003	0.004	-0.0088
O	-0.0039	-0.0041	0.0034
O	-0.0306	-0.0359	-0.0037
O	0.0205	-0.0362	0.0093
O	0.0233	0.0234	-0.0153
O	0.0223	0.0068	0.0317
O	-0.0003	-0.0015	0.0164
O	0.0064	-0.0055	-0.0002
O	0.0003	0.002	0.0088
O	0.0008	0.0009	0.0049
O	-0.0034	0.0117	0.0309
O	-0.0046	-0.0008	0.0013
O	0.0165	-0.0145	-0.0285
O	-0.0045	-0.0061	-0.0065
O	-0.0059	0.0002	-0.0086
O	-0.0064	-0.0112	0.0001
O	-0.0036	0.0114	0.0119
O	-0.0062	-0.0029	0.0062
O	0.0039	0.0029	0.0036
O	0	-0.0013	0.0037
O	0.002	-0.0008	-0.0008
O	-0.0173	0.0029	-0.0197
O	-0.0011	0.0008	0.0089
O	-0.0053	0.0002	0.0112
O	0.0148	-0.0224	0.0339
O	0.0038	-0.0004	0.0049
O	0.0089	0.0041	0.0019
O	-0.0111	0.0136	0.008
O	0.0149	0.0141	0.0209
O	-0.0156	-0.0146	0.0222
O	-0.0123	0.0075	-0.0042
O	-0.0079	0.0016	0.0026
O	-0.0064	-0.0011	-0.0158
O	0.0003	0.0026	0.0069
O	0.0035	0.0038	0.0061
O	-0.0268	0.0209	-0.0173
O	-0.0174	0.0294	-0.0149

The program warned: the cutoff lies below the one the program advises for these potential files; the exchange-correlation potential is rough where the density is thin.
